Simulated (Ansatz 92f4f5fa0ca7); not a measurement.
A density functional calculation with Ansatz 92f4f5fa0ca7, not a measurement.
Periodic cell of 442 atoms, Si288O154, from a study of silicon, its oxide and their interface. The atomic structure is a simulated model.
Doubt: the cutoff is far below the 930 eV that the study's wrapper takes by default for these files, so forces and energies are approximate.
This geometry differs little from another in the collection (a relaxation step or a small displacement).

Settings: functional PBE; potential files Ansatz PAW; basis plane waves; wave-function cutoff 580 eV; density cutoff ratio 5; exchange-correlation grid ratio 1; k mesh 1 x 1 x 1, Gamma-centred; self-consistency stop 5e-08 eV per atom in the density residual; occupations fixed; spin none; net charge 0.

Cell vectors (angstrom)
a	15.4687	0	0
b	0	15.4687	0
c	1.9412	-0.3715	33.7737

Atoms and the computed forces on them: element, x, y, z (angstrom), force x, y, z (eV/angstrom)
Si	1.5603	-0.9437	24.597	-0.0023	0.0028	0.0018
Si	1.9254	3.7839	24.8486	0.001	0.0013	-0.0034
Si	1.9301	6.9525	24.8566	-0.0018	-0.0031	0.0053
Si	1.8835	-4.0281	25.1212	0	-0.0001	-0.0008
Si	5.9775	-0.6378	24.9051	-0.002	-0.002	-0.0006
Si	5.7642	3.7509	25.0154	-0.0001	0.0025	-0.0006
Si	5.792	6.8854	24.9908	-0.0004	-0.0015	-0.0041
Si	5.7964	-3.8089	24.9044	0.0014	0.0007	-0.0005
Si	9.7553	-0.7065	24.9097	0.0019	-0.0014	0.0017
Si	9.6267	3.8377	24.917	0.001	0.0043	-0.0036
Si	9.6617	6.978	24.9673	0.0001	0.0009	0.004
Si	9.665	-3.8354	25.0344	0.0007	0.0055	-0.0087
Si	-1.8452	-0.8326	24.8179	0.0039	0.002	0.0045
Si	-2.0265	4.3441	24.6997	0.0007	-0.0028	-0.0008
Si	-1.9787	6.812	24.9593	0.0016	0.0032	0.0016
Si	-1.9225	-3.9527	25.1073	0	0.001	-0.0043
Si	4.0485	-0.3045	26.1993	0.0001	0.0009	-0.0008
Si	3.8052	3.5195	26.2822	0.0008	0.0023	0.0017
Si	3.8361	7.2914	26.2417	-0.0003	-0.003	-0.0011
Si	3.9033	-4.202	26.2791	0.0008	-0.0002	0.0005
Si	7.8492	-0.3975	26.2814	-0.0001	-0.0023	0.0027
Si	7.7322	3.525	26.2963	-0.0019	0.0016	0.0007
Si	7.7275	7.2867	26.2864	0.0006	-0.0016	-0.0017
Si	7.7037	-4.1712	26.2751	-0.0014	-0.0001	-0.0002
Si	11.6998	-0.3869	26.1575	-0.0013	-0.0044	-0.0005
Si	11.6429	3.5877	26.126	0.0011	-0.0002	0.0015
Si	11.6002	7.3094	26.2798	-0.0013	-0.0029	-0.0014
Si	11.5829	-4.1729	26.3493	0.0001	-0.0004	0.0018
Si	-0.0295	-0.484	26.2596	-0.0003	-0.0015	-0.0025
Si	-0.1113	3.5508	26.031	-0.0015	0.0003	0.0016
Si	-0.0157	7.2941	26.1998	0.0022	-0.0036	-0.0022
Si	-0.0199	-4.216	26.4442	-0.0001	-0.002	0.0029
Si	3.9009	1.5776	27.6155	0.0002	-0.0005	0.0007
Si	3.8241	5.4215	27.6787	0.0017	-0.0006	-0.0034
Si	3.8926	9.276	27.5724	0.0002	-0.0001	0.0014
Si	3.8667	-2.2511	27.6093	-0.0001	0.0007	0.0003
Si	7.7783	1.5633	27.6062	0.0008	-0.0006	0.0002
Si	7.7339	5.4141	27.7098	-0.0013	-0.001	-0.0005
Si	7.7251	9.2942	27.5708	-0.0002	0.0008	0.0018
Si	7.7518	-2.2896	27.6938	0.0036	0.0019	-0.0017
Si	11.6719	1.5972	27.4844	-0.0009	0.0018	0.0001
Si	11.5942	5.4062	27.6635	-0.0039	0.0005	-0.0011
Si	11.5962	9.2899	27.6032	0	0.0011	0.0006
Si	11.6313	-2.2402	27.6748	-0.0023	0.0026	-0.0046
Si	-0.013	1.5827	27.4586	0.0009	-0.0004	-0.0001
Si	-0.0136	5.3785	27.5925	0.004	0.0022	-0.0009
Si	-0.0055	9.2273	27.6175	-0.0005	0.0005	0.0012
Si	0.0096	-2.2939	27.7598	-0.0005	0.0017	0.0005
Si	1.9173	1.5661	28.9261	-0.0006	0.0001	0
Si	1.8964	5.4194	29.0073	-0.0044	0.0003	-0.0008
Si	1.9517	9.2852	28.9626	-0.0001	0.0008	-0.0003
Si	1.9726	-2.2926	29.0261	-0.0004	-0.0004	0.0004
Si	5.8364	1.5641	28.9822	-0.0012	0.0002	0.0005
Si	5.7775	5.4269	29.0155	-0.0008	0.0001	-0.0003
Si	5.8078	9.2871	28.9693	-0.0003	0.0009	-0.0005
Si	5.7937	-2.2863	28.9995	-0.0014	-0.0005	0.0009
Si	9.7362	1.5674	28.9371	0.0001	-0.0005	-0.0005
Si	9.6751	5.4214	29.0286	0.0025	0	-0.0012
Si	9.6581	9.2927	28.9653	0	0	-0.0007
Si	9.6906	-2.2942	29.0207	-0.0014	-0.0005	-0.0006
Si	-1.902	1.5628	28.9272	-0.0004	0.0001	0.0003
Si	-1.9258	5.4208	28.9926	-0.0002	-0.0006	0.0016
Si	13.5308	9.2828	28.9824	0.0008	0.0013	-0.0005
Si	-1.9353	-2.2945	29.0477	0.0027	-0.0018	0.0016
Si	1.9412	-0.3715	30.355	-0.0599	0.3021	-0.0261
Si	1.9412	3.4957	30.355	-0.1133	-0.2142	-0.0995
Si	1.9412	7.3628	30.355	-0.0589	0.0146	-0.0241
Si	1.9412	11.23	30.355	0.0737	-0.1263	-0.0623
Si	5.8083	-0.3715	30.355	-0.0089	0.1197	0.088
Si	5.8083	3.4957	30.355	0.0224	-0.0739	0.1002
Si	5.8083	7.3628	30.355	-0.012	0.0478	0.0545
Si	5.8083	11.23	30.355	-0.0658	-0.013	-0.1311
Si	9.6755	-0.3715	30.355	0.1038	0.2621	-0.0207
Si	9.6755	3.4957	30.355	0.1114	-0.2366	0.0223
Si	9.6755	7.3628	30.355	-0.0184	0.1017	0.0394
Si	9.6755	-4.2387	30.355	0.0701	-0.0964	-0.032
Si	-1.926	-0.3715	30.355	-0.0097	0.3436	0.0527
Si	-1.926	3.4957	30.355	0.0649	-0.1652	-0.1583
Si	13.5427	7.3628	30.355	-0.044	-0.0812	0.0158
Si	13.5427	11.23	30.355	-0.0368	-0.1752	0.0828
Si	1.9336	0	3.4175	0.0667	0.056	0.0626
Si	1.9336	3.8672	3.4175	0.0283	-0.3418	0.0166
Si	1.9336	7.7343	3.4175	0.0139	0.2943	-0.2665
Si	1.9336	11.6015	3.4175	-0.0604	-0.0111	-0.0673
Si	5.8008	0	3.4175	0.1608	0.1784	0.1866
Si	5.8008	3.8672	3.4175	0.1605	-0.421	0.0912
Si	5.8008	7.7343	3.4175	0.0522	0.2337	-0.2056
Si	5.8008	11.6015	3.4175	0.0884	-0.055	-0.0364
Si	9.6679	0	3.4175	-0.143	0.2156	0.1855
Si	9.6679	3.8672	3.4175	-0.1942	-0.3718	0.2336
Si	9.6679	7.7343	3.4175	-0.0122	0.1238	-0.0886
Si	9.6679	-3.8672	3.4175	-0.0494	0.0391	0.0393
Si	-1.9336	0	3.4175	-0.0406	0.2067	0.053
Si	-1.9336	3.8672	3.4175	-0.0534	-0.265	0.0705
Si	-1.9336	7.7343	3.4175	-0.0807	0.2193	-0.1643
Si	-1.9336	11.6015	3.4175	0.0352	-0.1007	0.0036
Si	1.978	1.9114	4.8361	-0.0003	-0.0003	0.0006
Si	1.9166	5.8091	4.7119	0.0004	0.0016	-0.0011
Si	1.9053	9.6777	4.7921	0	0.0005	0.0001
Si	1.9498	-1.9352	4.771	0.0028	0.001	-0.0017
Si	5.8492	1.9172	4.8743	-0.0015	-0.0005	0.0002
Si	5.8138	5.7996	4.7143	0.0026	0.0008	-0.0016
Si	5.8102	9.6705	4.7959	-0.0004	0.0001	-0.0002
Si	5.8207	-1.9329	4.7658	0.0023	0.0002	-0.0006
Si	9.6223	1.9121	4.883	0.0006	-0.0009	0.0006
Si	9.6589	5.7972	4.7454	-0.0006	0.0024	-0.0014
Si	9.6697	9.6723	4.7911	0.0005	-0.0005	0.0003
Si	9.6492	-1.9193	4.7737	-0.0015	0.0007	-0.001
Si	-1.983	1.9283	4.8447	0.0005	-0.0005	0.0008
Si	-1.9542	5.8074	4.7302	-0.0016	0.0012	-0.0003
Si	-1.9278	9.667	4.8065	0.0004	-0.0005	0.0001
Si	-1.8976	-1.9279	4.7542	-0.0018	0.0009	-0.0025
Si	0.0012	1.9266	6.1535	0.0003	-0.0008	-0.0003
Si	-0.0165	5.8993	6.0317	0.0002	-0.0032	0
Si	-0.0087	9.6937	6.2114	0.0003	-0.0023	-0.0008
Si	0.0275	-1.9356	6.1364	0.0001	-0.0031	0.0072
Si	3.9353	1.851	6.2694	0.0002	-0.0007	0.0003
Si	3.8656	5.7644	5.9894	-0.0028	-0.0018	0.002
Si	3.8486	9.6838	6.1239	-0.0005	-0.0021	-0.0002
Si	3.8967	-1.9521	6.1124	-0.0038	-0.0025	0.0028
Si	7.7261	1.8613	6.4144	0.0003	-0.0002	-0.0004
Si	7.7194	5.7988	6.0782	-0.0028	-0.0039	0
Si	7.7495	9.6805	6.1811	-0.0006	-0.0017	-0.0001
Si	7.7183	-1.9328	6.1766	-0.0005	-0.0009	-0.0005
Si	-3.9351	1.9298	6.2996	-0.0008	0	-0.0015
Si	-3.8783	5.7612	6.0819	0.0024	-0.0028	0.0004
Si	-3.8703	9.6565	6.1653	-0.0003	0.0009	-0.0006
Si	-3.8468	-1.8893	6.0541	0.0012	-0.0001	0.0027
Si	0.0424	-0.0187	7.534	-0.0014	0.0009	-0.0036
Si	-0.0187	3.9744	7.3257	-0.001	0.0015	0.0018
Si	-0.0457	7.7387	7.5491	-0.0006	0.0036	-0.0034
Si	0.0075	-3.8328	7.5808	0.0006	0.0057	0.0002
Si	3.9872	-0.1652	7.6633	-0.0007	0.001	-0.0014
Si	3.8906	3.9139	7.4419	0.0018	0.0022	0.0016
Si	3.8165	7.6778	7.3256	0.0016	0.0022	-0.0046
Si	3.9086	-3.8564	7.4995	0.0021	0.0034	-0.0016
Si	7.669	-0.2233	7.8584	0.0012	-0.0004	-0.0012
Si	7.7531	3.9884	7.5922	-0.0024	0.0031	0.0026
Si	7.7307	7.7109	7.4723	0.0095	0.0038	-0.0045
Si	7.7283	-3.8524	7.5529	-0.0003	0.0021	0.002
Si	-3.9153	-0.0927	7.6027	0.0013	-0.0004	-0.0014
Si	-3.9564	3.9509	7.619	0.0021	0.0033	0.0026
Si	-3.9193	7.6617	7.4563	-0.0006	0.001	-0.0032
Si	-3.8725	-3.7996	7.4051	0.0001	0.0007	-0.001
Si	1.9928	-0.3706	8.8752	0.0022	-0.0067	0.0019
Si	1.9037	4.2593	8.6331	0.0013	0.0077	-0.0246
Si	1.9687	7.3634	8.7328	0.0022	-0.0037	0.01
Si	2.0026	-3.5143	8.8452	-0.0021	-0.0005	-0.0011
Si	5.6981	-1.0821	9.1971	-0.0011	0.0004	0.0014
Si	5.7573	4.4249	8.7944	0.0012	-0.0036	-0.0061
Si	5.7083	7.5518	8.662	-0.0095	-0.0042	0.0092
Si	5.7925	-3.5521	8.9024	0.0002	-0.0019	-0.0006
Si	-5.7675	-0.9199	8.9134	-0.0011	0.0016	0.0012
Si	-5.8544	4.7093	8.9134	0.0008	-0.002	-0.0015
Si	-5.8248	7.2503	8.7836	-0.0018	0	0.0012
Si	-5.7386	-3.4409	8.7734	-0.001	-0.0025	-0.0003
Si	-1.9005	-0.3557	8.8396	-0.0001	-0.0031	0.0007
Si	-1.8836	4.2602	8.7142	-0.0025	0	-0.0114
Si	-2.0307	7.3745	8.8235	0.0007	-0.003	0.0073
Si	-2.0034	-3.493	8.8066	0.0012	-0.0002	-0.0009
Si	6.0942	-5.3841	10.5003	-0.0021	0.003	0.0001
Si	6.1197	1.105	23.2312	-0.0017	-0.0009	0.0001
Si	3.8748	-0.3715	31.7222	0.0123	0.1547	-0.0042
Si	3.8748	3.4957	31.7222	0.0205	-0.0953	-0.012
Si	3.8748	7.3628	31.7222	0.0177	0.0112	0.0012
Si	3.8748	11.23	31.7222	-0.005	-0.0843	0.0072
Si	7.7419	-0.3715	31.7222	-0.0288	0.0969	-0.0075
Si	7.7419	3.4957	31.7222	-0.0238	-0.0709	-0.0009
Si	7.7419	7.3628	31.7222	0.0002	0.0112	0.0038
Si	7.7419	-4.2387	31.7222	0.0064	0.0006	-0.0187
Si	-3.8596	-0.3715	31.7222	0.0013	0.1016	0.0145
Si	-3.8596	3.4957	31.7222	-0.0166	-0.0698	0.0049
Si	11.6091	7.3628	31.7222	0.0163	0.0255	0.0125
Si	11.6091	11.23	31.7222	0.0006	-0.1038	0.0199
Si	0.0076	-0.3715	31.7222	-0.0063	0.0645	0.0028
Si	0.0076	3.4957	31.7222	0.0037	-0.0846	0.004
Si	0.0076	7.3628	31.7222	0.006	0.0824	0.0081
Si	0.0076	-4.2387	31.7222	-0.0143	-0.0346	-0.0035
Si	3.8748	1.5621	33.0895	-0.0114	-0.0081	0.0262
Si	3.8748	5.4293	33.0895	0.0008	-0.0138	-0.0065
Si	3.8748	9.2964	33.0895	-0.0128	0.0087	0.0176
Si	3.8748	-2.3051	33.0895	-0.0178	0.013	-0.0134
Si	7.7419	1.5621	33.0895	-0.0029	0.0069	0.0192
Si	7.7419	5.4293	33.0895	0.0342	-0.0001	-0.0057
Si	7.7419	-6.1722	33.0895	-0.0003	-0.0035	0.0057
Si	7.7419	-2.3051	33.0895	0.0228	-0.0066	-0.0128
Si	-3.8596	1.5621	33.0895	-0.0136	-0.0127	0.0197
Si	11.6091	5.4293	33.0895	-0.0081	0.0007	-0.0073
Si	11.6091	9.2964	33.0895	0.0066	0.0246	0.0102
Si	-3.8596	-2.3051	33.0895	0.0103	0.0005	-0.0162
Si	0.0076	1.5621	33.0895	0.0066	-0.0052	0.0204
Si	0.0076	5.4293	33.0895	0.0015	-0.0379	-0.005
Si	0.0076	-6.1722	33.0895	-0.0044	0.0036	0.0166
Si	0.0076	-2.3051	33.0895	-0.0052	0.0286	-0.007
Si	0	1.9336	0.683	0.0052	0.0041	-0.0266
Si	0	5.8008	0.683	0.007	0.0292	0.0263
Si	0	9.6679	0.683	0.0014	0.0036	-0.0142
Si	0	-1.9336	0.683	-0.0243	-0.0208	0.0129
Si	3.8672	1.9336	0.683	-0.0044	0.0085	-0.0199
Si	3.8672	5.8008	0.683	0.0208	-0.0017	0.0098
Si	3.8672	9.6679	0.683	0.0149	-0.0195	-0.024
Si	3.8672	-1.9336	0.683	0.0191	0.0091	0.0077
Si	7.7343	1.9336	0.683	0.0055	0.0104	-0.0225
Si	7.7343	5.8008	0.683	-0.0061	-0.0014	0.015
Si	7.7343	-5.8008	0.683	0.024	-0.0014	-0.0165
Si	7.7343	-1.9336	0.683	0.0138	-0.0045	0.0053
Si	-3.8672	1.9336	0.683	-0.0006	-0.0045	-0.0152
Si	11.6015	5.8008	0.683	-0.0276	0.0305	0.0129
Si	11.6015	9.6679	0.683	-0.0328	-0.0143	-0.0158
Si	-3.8672	-1.9336	0.683	-0.0197	-0.0173	0.0038
Si	0	0	2.0503	-0.0075	0.1493	0.0099
Si	0	3.8672	2.0503	0.0009	-0.2109	0.0029
Si	0	7.7343	2.0503	0.0129	0.0417	-0.0113
Si	0	11.6015	2.0503	0.0059	-0.0228	-0.0149
Si	3.8672	0	2.0503	-0.0304	0.0694	0.0203
Si	3.8672	3.8672	2.0503	-0.0157	-0.103	0.0201
Si	3.8672	7.7343	2.0503	-0.0063	0.1127	-0.0155
Si	3.8672	11.6015	2.0503	-0.0094	-0.0513	0.003
Si	7.7343	0	2.0503	-0.0044	0.0833	-0.019
Si	7.7343	3.8672	2.0503	-0.0036	-0.1232	-0.0205
Si	7.7343	7.7343	2.0503	-0.0092	0.0624	-0.0217
Si	7.7343	-3.8672	2.0503	-0.0065	-0.048	-0.0212
Si	-3.8672	0	2.0503	0.0219	0.0388	0.0209
Si	-3.8672	3.8672	2.0503	0.0323	-0.1313	0.0196
Si	11.6015	7.7343	2.0503	0.0186	0.1116	-0.0148
Si	11.6015	11.6015	2.0503	-0.0032	0.0111	0.0081
Si	4.4933	5.8894	15.8201	-0.001	0.0006	0.001
Si	2.5268	9.4105	13.6838	0.002	0.0007	-0.0002
Si	1.5261	9.6164	10.7511	0.0001	0.001	-0.0006
Si	5.4143	1.2963	18.0605	0.0001	-0.0007	0.0002
Si	6.3861	3.6266	11.6505	0.001	0	0.0002
Si	9.4234	3.802	11.115	0.0004	0.0005	-0.0012
Si	7.7406	-0.3972	14.0377	0.0029	-0.0006	-0.0008
Si	9.0192	8.3777	16.5299	0.0007	0.0004	-0.0006
Si	6.6212	6.194	13.4432	0.0009	-0.0015	-0.0013
Si	9.286	-5.7725	10.7862	0.0022	0.0014	0.0027
Si	-3.8445	2.0828	12.5324	0.0002	0.0031	0
Si	-2.8011	-1.3135	16.0155	-0.0004	-0.001	-0.0012
Si	11.5033	-1.0695	18.8838	0.0009	-0.002	0.0008
Si	-2.549	-5.1274	13.6434	-0.0011	0.0012	-0.0003
Si	3.6948	-3.0508	14.2106	-0.0006	-0.0008	-0.0022
Si	1.7424	2.002	10.9322	0	-0.0066	0.0137
Si	1.9525	-1.8508	16.5152	-0.0008	-0.0015	-0.0019
Si	-0.975	5.3782	15.5727	-0.0002	0.0008	-0.0007
Si	2.228	-5.9762	19.8638	0.0004	-0.0003	0.0001
Si	5.4392	9.0275	13.2788	-0.0015	-0.0007	0.0001
Si	3.6074	2.9775	16.1069	-0.0016	0.0036	-0.0018
Si	0.4148	-3.8545	18.262	-0.0025	0.0012	0.0005
Si	0.3243	4.2153	19.9588	0.0013	-0.0003	0.0008
Si	4.046	2	13.0535	0.0002	0.0013	-0.0013
Si	11.0961	1.8339	20.2098	0.0016	-0.0007	0.0011
Si	-0.4366	0.1293	16.8087	-0.0027	-0.0018	0.0014
Si	-5.4324	-0.4148	12.058	-0.0007	-0.0009	0.001
Si	-1.5775	9.6689	10.7878	0.0003	0.0006	0.0007
Si	-5.7843	5.8518	13.5281	0.0002	0.0006	-0.0024
Si	1.5233	7.063	15.5003	-0.0002	-0.0002	-0.0007
Si	-4.2435	-2.6621	13.6652	0.0007	-0.0007	0
Si	-1.9185	-4.2571	16.4454	0	0.0001	0.0006
Si	4.1515	0.8902	20.732	0.0001	0.0006	0.0009
Si	-1.3267	1.9727	10.9287	-0.001	-0.0003	0.0042
Si	8.8772	-3.0897	15.3005	0.0003	-0.0005	-0.0011
Si	4.2152	-1.2661	18.6576	-0.0003	-0.0009	0.001
Si	0.5608	3.071	17.1584	-0.0005	0.0008	0.0055
Si	8.0821	0.9134	16.7854	0.0005	-0.0001	-0.0011
Si	0.6342	7.1049	18.6225	-0.0003	-0.0006	0.0008
Si	8.794	-1.9733	18.0971	0.0009	-0.0011	0.0002
Si	10.2346	3.0717	17.4113	0.0009	0	-0.0001
Si	6.1466	-4.4026	15.4883	0.0004	0.0007	-0.0009
Si	6.4768	7.3521	17.7853	-0.0002	0.0002	-0.0003
Si	11.3992	-5.8074	17.8487	0.0002	-0.0004	0
Si	5.0071	-0.9189	12.4498	-0.0002	-0.0001	0
Si	9.0146	5.789	18.0036	0.0012	0.0006	0.0006
Si	-2.2476	7.0753	17.8249	0.0003	-0.0003	0.0002
Si	-1.0618	-1.3703	19.5419	-0.0002	-0.0014	-0.0008
Si	1.6018	2.4447	21.9779	0.0001	0.0016	-0.0001
Si	6.1217	9.2461	22.8493	-0.0033	-0.0017	0.0019
Si	1.4391	9.2239	22.8094	-0.0011	-0.0029	-0.0017
Si	6.1916	-3.6183	18.5729	-0.0003	0.0002	0.0001
Si	-3.6932	4.0216	14.9619	0.0003	-0.0002	-0.0022
Si	5.2877	-6.1211	19.9023	-0.0005	-0.0002	0.0007
Si	11.5167	9.1319	20.7829	0.0008	-0.0011	-0.0014
Si	9.2237	1.5131	22.7456	0.0006	-0.0007	-0.0003
Si	9.2794	-6.1459	22.8706	0.003	0.0013	0.0005
Si	11.4014	6.0536	19.9143	-0.0001	0.0003	0.0006
Si	-5.267	8.8182	13.6421	0.0002	-0.0008	-0.0003
Si	-0.2841	0.0716	22.35	-0.0007	0.0003	-0.0006
Si	-2.5034	3.9118	21.4669	-0.0009	-0.0002	-0.0002
Si	-1.6843	9.1381	22.9062	-0.0025	-0.0017	0.0006
O	2.925	-0.1143	24.9628	0.0011	-0.0005	0.0001
O	2.1196	0.5745	10.2286	0.0024	-0.012	-0.005
O	4.8254	-2.7573	18.8233	0.0004	-0.0009	-0.0004
O	5.594	-5.3223	12.0758	0.0001	0.0005	0.0001
O	1.9401	5.7936	9.2639	0.0005	0.0111	0.0004
O	-4.0357	2.7648	13.9862	0.0006	-0.0011	-0.001
O	2.2027	8.3024	10.0714	-0.0004	-0.0001	-0.0029
O	1.9489	-1.9493	9.4034	-0.0002	0.0046	-0.0013
O	5.728	6.0141	9.2929	0.0002	0.0022	-0.0015
O	2.7296	-2.0944	15.1081	0.0002	0.0001	0.0007
O	5.6639	3.547	10.1887	-0.0002	0	0.0013
O	5.4891	8.6994	9.8409	0.0002	-0.0001	-0.0025
O	-4.8273	5.1557	14.6425	0.0005	-0.0004	0.001
O	6.3583	-0.9124	13.3668	-0.003	-0.0005	-0.0002
O	5.7559	9.6591	14.7585	-0.0003	-0.0009	-0.0002
O	11.5374	3.4816	16.4961	-0.0001	-0.0002	0.0005
O	2.0694	3.1834	16.5775	0.0029	0.0007	0.0002
O	-5.4898	-4.4473	10.1042	0.0014	0.0023	-0.001
O	-1.7844	0.59	10.1873	-0.0014	-0.006	-0.0023
O	2.7771	2.4032	12.1158	0.0029	0.0027	0.0052
O	2.9898	6.346	15.3712	-0.0007	0.0001	0.0008
O	-1.9367	5.8001	9.3424	-0.001	0.004	-0.0009
O	-2.23	-4.4606	10.1291	-0.0004	-0.0009	0.0008
O	0.8085	-0.7392	16.2334	0.0039	-0.002	-0.0017
O	1.5996	9.5162	12.3578	-0.0005	-0.0002	-0.0024
O	7.7039	-5.5727	10.5302	-0.0024	-0.0014	-0.0013
O	1.3447	-4.8174	19.1608	0.0016	-0.001	0.0008
O	-3.7853	9.3592	14.0246	-0.0001	-0.0001	0.0008
O	11.5884	7.5444	20.5005	0.0007	-0.0002	-0.0012
O	9.672	5.0454	12.1288	0.0001	0.0009	0.0015
O	5.4874	2.6684	12.6216	0.0008	0.0003	0.0006
O	5.3992	-0.8325	10.8447	0.001	-0.0003	-0.0018
O	9.225	-2.9693	16.8787	-0.0001	0.0001	0.0004
O	2.0365	2.817	23.5109	0	0.0003	0.002
O	5.3721	-0.3377	17.9736	0.0012	-0.0002	-0.0008
O	-1.6297	-4.9657	14.9925	-0.0006	-0.0009	-0.0012
O	0.4829	3.0858	18.7875	-0.0003	0	0.0005
O	-0.7972	-4.7019	17.5464	-0.0013	-0.0002	-0.0009
O	-2.2426	8.3061	10.1811	-0.0005	-0.0001	-0.0024
O	-1.7017	9.6989	12.4095	0	-0.0004	-0.0019
O	0.2062	1.8986	11.471	-0.0032	-0.0006	0.0063
O	-1.7866	6.5244	16.3808	0	0.0001	0.0003
O	0.1801	1.6021	21.973	-0.0009	-0.0009	-0.0007
O	9.2434	8.8025	14.9707	0.0005	-0.0004	-0.0002
O	5.9474	8.0856	19.1257	0.0001	0.0002	-0.0001
O	5.1108	0.6959	22.024	-0.0002	0	-0.0015
O	9.1584	4.294	17.4011	-0.0002	-0.0003	-0.0002
O	-4.185	0.5004	12.5422	0.0007	-0.0012	0.0019
O	-0.0941	1.6908	16.6565	-0.0042	-0.0013	-0.0021
O	5.7811	7.9226	23.7237	0.0001	-0.0014	0.0034
O	9.8263	-6.0116	17.4599	-0.0002	-0.0006	-0.0005
O	0.7532	5.6271	19.285	0.0001	0.0004	-0.0006
O	9.699	7.9477	23.638	0.0003	0.0013	-0.0032
O	1.5695	8.0531	19.5285	-0.0006	-0.0006	-0.0001
O	9.465	1.7783	16.78	-0.0003	-0.0009	-0.0002
O	-3.4228	-4.6084	16.9666	0.0008	0.0002	-0.0003
O	-1.5635	3.2371	9.9458	0.0001	0.0022	0.0026
O	-3.672	5.004	21.0954	0	-0.001	-0.0006
O	-2.1694	3.9332	23.0767	0.001	0.0012	0.002
O	3.8776	8.5518	13.3368	0.0006	0.0002	0.0011
O	-0.7736	-0.2609	18.3681	-0.0005	-0.0003	0.0011
O	9.5771	6.8793	16.9054	0	-0.0006	0.0008
O	-2.6446	-5.9545	21.6591	0.0015	0.0003	-0.0003
O	-3.0482	5.8995	18.6365	-0.0004	-0.0003	0.0004
O	1.0274	-0.5628	23.0942	0.0006	-0.0005	-0.0005
O	-5.7292	8.26	10.1247	0.0016	-0.0028	-0.0007
O	1.3508	3.838	21.1672	0.0003	-0.0006	-0.0005
O	-1.1795	4.269	20.5854	-0.0008	0	-0.0004
O	-0.1374	9.1265	22.4142	0.0013	-0.0008	-0.0026
O	7.5485	0.7111	15.235	0	-0.0002	0.0011
O	9.6008	-5.7834	12.3897	0.0004	-0.0002	-0.0006
O	5.2554	9.0641	21.4956	0.0003	-0.0002	0
O	5.0956	-3.2583	15.0161	0.0006	-0.0001	0.0019
O	-3.087	2.4425	21.025	0.0005	0.0002	-0.001
O	2.2559	-5.8257	21.479	0.0016	0.0014	-0.0017
O	-5.1305	7.2827	13.1504	-0.0003	0	0.0011
O	7.6219	1.2733	22.5935	0.0009	-0.0002	-0.0009
O	9.8431	0.224	23.5444	-0.0001	0.0006	-0.001
O	-5.2825	-3.6145	14.4971	0.0004	0.0002	0.0002
O	1.7337	-5.0966	23.9019	-0.0002	0.003	0.0047
O	2.2005	-4.4748	10.187	-0.0003	-0.0019	0.0011
O	-3.2374	8.3105	17.5162	-0.0005	-0.0003	-0.0004
O	5.4912	5.8624	14.5448	0.0021	-0.0008	-0.0005
O	5.7077	-4.8379	23.6147	-0.0005	0.0006	-0.0012
O	10.7087	2.8076	18.9534	0.0002	0	-0.001
O	9.6388	5.4174	24.3967	-0.0001	-0.0049	0.0008
O	9.8554	5.8762	19.4093	0.0008	-0.0001	-0.0009
O	6.2127	-4.7981	19.6827	0.0005	-0.0007	-0.0006
O	1.9288	-2.5265	24.4602	0.0004	0.0011	-0.002
O	9.6919	-2.2925	24.4186	0.0003	-0.0057	0.0016
O	-1.5595	0.0252	23.4069	-0.0011	-0.0001	-0.002
O	-3.803	-0.9735	17.2566	-0.0001	-0.0005	0.0001
O	1.9578	5.3717	24.3618	-0.0002	0.0017	-0.0003
O	1.9488	7.8059	23.4416	0.0004	-0.0018	-0.0015
O	4.4076	4.3673	16.3783	0.0016	0.0037	0.0015
O	-1.9026	-5.1509	23.9948	0.0003	0.0021	0.0028
O	5.7979	5.3139	24.4094	0.0003	0.0017	0.0014
O	1.6767	8.5612	14.8121	0	0.0004	0.0006
O	-0.935	7.5694	18.6698	0.0006	0.0001	-0.0007
O	-2.1551	4.5932	14.7171	-0.0008	-0.0005	0.0005
O	8.6999	0.1271	12.8301	0.0008	-0.0001	0.0004
O	9.6786	-4.8491	23.7535	-0.0007	0	0.0047
O	9.5587	2.8844	23.5718	0	0.0009	0.0018
O	1.8337	3.2116	9.8721	-0.0006	0.0015	0.0015
O	8.4991	-1.6282	14.7458	-0.0006	0.001	0.0007
O	6.4129	5.1683	12.1948	0.0001	-0.0005	0.0008
O	2.7794	1.6149	21.2151	0.0005	-0.0004	-0.0012
O	-1.8914	-2.4479	24.3866	-0.0008	-0.001	0.0006
O	6.9306	1.7279	17.6338	0.0015	0.0002	-0.0001
O	-5.7072	-0.3291	10.4637	-0.0001	-0.0001	-0.0033
O	2.9145	-1.2867	17.6951	0.0013	0.001	0.0014
O	5.8675	-2.2354	24.3429	0.0004	0.0025	0.0015
O	-2.0588	7.6631	23.5178	-0.0003	-0.001	-0.0017
O	-2.2651	2.2336	12.2161	-0.0009	0.0004	0.0025
O	4.159	0.3835	12.9298	0.0004	-0.0026	0.0009
O	0.2927	6.1593	14.817	0.0004	0	0.0004
O	6.1321	-4.3668	17.1164	0	0	-0.0002
O	-3.0616	-3.6503	13.1501	0.0007	-0.0014	0.0012
O	4.3109	1.8441	17.015	0.004	-0.0073	0.0032
O	11.4754	0.392	19.5821	-0.0003	0.0019	-0.0001
O	1.179	7.1893	17.0884	0	-0.0001	-0.0003
O	10.1024	-6.0099	21.4913	-0.0046	0.0002	0.0034
O	4.9674	1.7493	19.5786	-0.001	-0.0004	0.0022
O	-0.0302	9.6453	10.3125	0.0005	-0.0007	0.0003
O	6.4111	7.7497	12.9606	0.0007	0.0012	0.0001
O	8.3865	-0.5031	17.5283	0	0.0006	-0.0001
O	11.5457	-5.4465	19.4234	0.0002	-0.0011	0.0002
O	7.9486	3.1236	11.4812	-0.0008	-0.0001	0.0002
O	10.067	-1.8353	19.1308	-0.0001	-0.0001	-0.0011
O	7.4997	-2.6676	18.8113	0.0003	-0.0002	-0.0003
O	3.6836	2.504	14.5533	0.0006	-0.0019	-0.0058
O	-0.6689	-0.7449	20.9947	0.0012	0.0014	0.0018
O	3.7694	-5.8891	19.3432	0.0015	0.0001	-0.0011
O	9.8498	1.6488	21.2494	-0.0012	-0.0002	0.0006
O	3.7943	-0.5835	20.0908	0.0001	0.001	0.0001
O	-1.8786	-2.6349	16.3006	0.0001	-0.0005	0.0004
O	7.4161	8.371	16.8839	-0.0001	-0.0008	0.0004
O	7.4265	6.0978	18.2508	-0.0003	-0.0005	-0.0004
O	-0.3181	4.3112	16.5997	-0.0031	0.0052	-0.0018
O	4.1012	-2.2569	12.816	0.0007	0.001	0
O	-4.8313	2.7316	11.3873	0	-0.0005	0.0001
O	8.1325	6.0033	14.0605	-0.0009	-0.0003	0.0007
O	5.7077	2.5932	23.8275	0.0004	-0.0005	0.0001
O	7.6603	-4.1031	14.9928	-0.0006	0.0001	0.0012
O	5.1581	6.859	16.9544	-0.0004	-0.0011	-0.0003
O	-0.1572	-2.6952	19.2587	-0.0006	0.0005	0
O	1.3	-3.2483	17.0342	0.001	0.0009	-0.0018
O	-3.6641	-1.4996	14.656	-0.0002	-0.0006	0.0005
O	-1.9423	-1.9313	9.3709	0.0002	0.0014	-0.0013
O	-5.0187	-1.956	12.4213	-0.0006	0.0002	0.0002
O	-1.7457	-0.09	15.8556	-0.0015	-0.0007	-0.0004
O	7.7053	9.3019	22.5051	0.0029	0.0014	-0.0022
O	-2.6482	-1.8178	19.5139	-0.0007	-0.0004	-0.0006
O	2.9441	-4.5067	14.0507	-0.0003	-0.0004	0.0004

Results
free energy: -270675.345 eV
free energy less fixed offsets of O -568.88, Si -635.61 eV per atom: -12.145 eV

The program warned: the cutoff lies below the one the program advises for these potential files; the exchange-correlation potential is rough where the density is thin.
